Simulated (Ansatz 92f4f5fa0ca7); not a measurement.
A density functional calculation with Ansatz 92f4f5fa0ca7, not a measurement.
Periodic cell of 226 atoms, Si133O92As1, from a study of silicon, its oxide and their interface. The atomic structure is a simulated model.
Doubt: the cutoff is far below the 930 eV that the study's wrapper takes by default for these files, so forces and energies are approximate.
This geometry differs little from another in the collection (a relaxation step or a small displacement).

Settings: functional PBE; potential files Ansatz PAW; basis plane waves; wave-function cutoff 580 eV; density cutoff ratio 5; exchange-correlation grid ratio 1; k mesh 1 x 1 x 1, Gamma-centred; self-consistency stop 5e-08 eV per atom in the density residual; occupations fixed; spin none; net charge +1 e, with a uniform compensating background and no finite-size correction.

Cell vectors (angstrom)
a  10.938  0  0
b  0  10.938  0
c  0  0  31.9494

Atoms and the computed forces on them: element, x, y, z (angstrom), force x, y, z (eV/angstrom)
Si  10.6257  -0.0004  24.4128  -0.0022  0.0086  0.0073
Si  5.0754  0.1215  24.6605  -0.0037  0.0023  0.008
Si  2.8216  2.2902  24.5247  0.0052  -0.0081  0.0085
Si  8.5696  2.4362  24.5579  0.0055  -0.0017  0.0122
Si  10.7077  5.5857  24.3293  -0.0064  0.0001  0.0082
Si  5.1564  5.6135  24.4429  0.0015  0.0097  0.0096
Si  2.9877  7.9554  24.4007  0.0064  -0.0037  0.0141
Si  8.4167  7.8286  24.4117  0.0018  -0.0086  0.002
Si  1.2921  1.1284  25.8365  -0.0004  0.0005  0.0025
Si  6.8149  1.3276  25.734  -0.0006  -0.0005  0.0001
Si  3.9839  4.0091  25.7252  0.0001  -0.0007  0.0017
Si  9.6884  4.0213  25.8491  -0.001  -0.003  0.0021
Si  1.3367  6.7947  25.6635  0.0026  0.0006  -0.0011
Si  6.8026  6.7205  25.7471  -0.0021  -0.0018  0.0036
Si  3.9984  9.466  25.9563  0.0042  -0.0015  -0.0011
Si  9.4811  9.4392  25.7968  0.0035  -0.0001  0.0023
Si  2.6325  -0.1351  27.2885  0.0026  0.002  -0.0037
Si  8.138  -0.0687  27.1383  0.0002  0.0022  0.0018
Si  0.078  2.6513  27.207  -0.0024  -0.0013  -0.0045
Si  5.4502  2.7196  27.1043  -0.0004  -0.0016  0.0032
Si  2.664  5.4149  27.101  0.001  0.0033  0.004
Si  8.1894  5.3661  27.129  0.0047  0.0039  -0.0021
Si  0.0101  8.1511  27.1258  -0.0049  -0.0032  0.0042
Si  5.5106  8.1394  27.1774  -0.0043  -0.002  -0.0039
Si  4.0853  1.3258  28.4906  0.0006  0.0027  -0.0018
Si  9.5431  1.3137  28.5  -0.0002  -0.0023  -0.0024
Si  1.3876  4.0653  28.5585  0.0088  -0.0028  0.0089
Si  6.8059  4.0578  28.5185  -0.0019  -0.0023  0.0008
Si  4.079  6.7743  28.4826  -0.0008  -0.0052  -0.0056
Si  9.5566  6.7779  28.4765  0.0028  -0.0027  -0.0068
Si  1.2891  9.4775  28.6253  -0.0085  -0.0058  0.0205
Si  6.8226  9.5361  28.5569  0.0026  -0.0022  0.0083
Si  -0.0463  -0.0218  29.9284  -0.0002  -0.0135  -0.0037
Si  5.4501  -0.0146  29.8915  0.0027  0.0019  -0.0021
Si  2.7705  2.713  29.8949  0.0022  0.0095  -0.0031
Si  8.1851  2.6995  29.8696  -0.0073  0.0004  -0.0001
Si  -0.018  5.4371  29.8846  -0.0026  0.0014  -0.0019
Si  5.4533  5.4452  29.8825  -0.0025  -0.0068  0.0001
Si  2.7364  8.1401  29.9049  -0.0096  0.0048  -0.0033
Si  8.2208  8.1716  29.8746  0.0002  0.0071  0.0003
Si  1.3672  1.373  31.2465  -0.0002  0.0038  -0.001
Si  6.8201  1.3663  31.2562  0.0054  -0.0034  0.0031
Si  4.1142  4.0822  31.274  -0.0027  -0.0014  -0.0001
Si  9.5445  4.0805  31.246  0.0042  -0.0007  -0.001
Si  1.3542  6.8058  31.2666  0.0045  -0.0037  0.0034
Si  6.8253  6.8401  31.2373  0.0009  0.0025  -0.0004
Si  4.0853  9.5594  31.2555  0.0017  -0.0007  -0.0008
Si  9.546  9.5427  31.2844  0.0008  0.0059  0.0007
Si  2.742  0.0214  0.6701  -0.0062  -0.0037  0.0047
Si  8.1953  0.0133  0.6682  -0.0027  -0.0012  0.0016
Si  0.0071  2.7508  0.6727  -0.0023  -0.0007  0.0067
Si  5.4847  2.7468  0.7063  -0.0025  0.002  -0.0026
Si  2.7367  5.4589  0.6744  0.0009  0.0011  0.0016
Si  8.2007  5.4879  0.6568  -0.0015  -0.0017  0.0055
Si  0.0151  8.2101  0.696  -0.0018  0.0025  -0.0006
Si  5.4778  8.2244  0.6794  -0.0016  -0.0013  0.0044
Si  4.101  1.3865  2.0661  0.0015  0.0051  0.0001
Si  9.5908  1.3653  2.0277  -0.0092  -0.0034  0.0036
Si  1.3597  4.1374  2.0555  0.0086  0.0041  0.0005
Si  6.841  4.1589  2.0463  0.0082  -0.0083  0.0042
Si  4.0955  6.8493  2.0275  -0.0091  -0.0112  0.004
Si  9.5743  6.8434  2.0489  0.0037  0.0051  0.0005
Si  1.3728  9.6223  2.0458  0.0021  -0.0067  0.0021
Si  6.8255  9.6348  2.0464  0.0162  0.0133  0.0017
Si  0.0406  0.0539  3.4555  0.0005  0.0052  0.016
Si  5.4794  0.0493  3.4591  -0.0019  -0.0206  0.0009
Si  2.7198  2.7748  3.408  -0.0162  0.0085  -0.0068
Si  8.251  2.7854  3.341  0.0062  -0.0044  -0.0204
Si  0.0074  5.5087  3.4601  -0.0029  -0.0117  0.0121
Si  5.4703  5.5326  3.4258  -0.0027  0.0148  -0.0021
Si  2.7486  8.2591  3.3798  0.0016  0.0127  0.0054
Si  8.2273  8.2745  3.3671  -0.0138  -0.0027  -0.0099
Si  1.3687  1.4692  4.8494  0.0011  -0.0165  0.018
Si  6.9051  1.4859  4.7295  0.0009  0.0159  -0.0061
Si  4.0631  4.1608  4.7578  0.0046  -0.0175  -0.0102
Si  9.5987  4.0759  4.7842  0.0084  0.011  0.0187
Si  1.4014  6.9372  4.7909  0.0253  -0.0198  -0.0042
Si  6.824  7.0065  4.7317  0.0135  -0.0077  0.0025
Si  4.104  9.5668  4.7945  -0.008  0.0052  -0.0014
Si  9.58  9.6208  4.7854  0.0019  0.0349  -0.0078
Si  2.7759  0.0519  6.118  -0.0338  0.0028  0.0301
Si  8.2856  0.1341  6.1052  0.0183  -0.0099  0.0094
Si  0.0157  2.8084  6.3201  0.0087  0.013  -0.0161
Si  5.5121  2.8478  6.0797  0.0068  0.0058  0.02
Si  2.7662  5.5943  6.1545  -0.0324  0.0245  -0.0028
Si  8.2303  5.5924  5.9365  -0.0035  -0.0175  0.0012
As  0.0474  8.3147  6.3554  0.0033  -0.004  0.0057
Si  5.5019  8.3115  6.2428  -0.0052  0.005  -0.0163
Si  4.4231  1.1976  7.3423  -0.0239  0.0041  -0.044
Si  9.8025  1.1677  7.6304  0.01  -0.007  -0.0358
Si  1.1875  4.509  7.5147  -0.0275  -0.0052  -0.0564
Si  6.6374  4.5485  7.2669  0.0162  -0.0145  -0.0557
Si  4.3306  6.716  7.5576  0.0029  0.001  0.0031
Si  9.6821  6.557  7.5136  -0.0146  -0.0102  -0.0673
Si  1.3351  10.0267  7.7478  0.0448  0.0982  -0.1455
Si  6.7145  9.9803  7.4294  0.0027  0.0044  0.0088
O  9.585  1.2386  23.9809  -0.0017  -0.0037  0.0015
O  4.104  6.8038  23.9453  -0.0044  0.0003  0.0021
O  4.0116  1.2355  24.0289  0.0007  0.0023  0.0034
O  9.5341  6.6966  23.8969  0.001  0.0038  0.0073
O  -0.0144  5.581  8.0027  0.0173  -0.0012  0.0305
O  5.5639  0.1395  7.927  0.0204  -0.0093  0.0046
O  0.0706  0.0897  8.1454  -0.0284  -0.0271  0.0342
O  5.5432  5.628  7.9  -0.0174  0.0059  0.0016
O  7.6338  3.9752  8.4252  0.0187  -0.0104  0.0387
O  8.7387  7.0929  8.7442  -0.0311  0.0246  0.0581
O  2.1851  9.4647  9.0476  0.0229  -0.051  0.0721
O  8.8908  1.6842  8.9272  -0.0175  0.0113  0.023
O  7.6313  9.5004  8.7146  0.0085  -0.0076  0.0102
O  3.5667  1.8299  8.5857  -0.0083  0.0132  0.0301
O  3.5706  7.2329  8.9477  -0.0064  0.0064  0.0123
O  2.0602  4.0278  8.8286  0.0283  -0.0132  0.0413
O  8.1388  3.4943  23.3643  -0.0148  0.0125  -0.0167
O  0.4517  4.9308  22.9534  0.01  -0.0143  -0.0122
O  1.8982  2.7403  23.2445  -0.0162  0.0135  -0.0192
O  5.8319  4.9102  23.1147  0.0135  -0.0136  -0.0116
O  5.5252  9.9761  23.5129  0.0143  -0.0118  -0.0167
O  2.4476  8.6966  23.0237  -0.0135  0.0118  -0.0175
O  0.1909  10.0641  23.0873  0.0125  -0.0104  -0.0142
O  7.7869  8.5708  23.0736  -0.0131  0.013  -0.0093
Si  8.6625  7.6955  18.4443  -0.0005  0.0003  -0.0048
Si  8.7896  6.3604  13.6409  -0.0035  0.0001  0.0116
Si  3.7968  1.5407  14.7511  -0.0011  0.0015  0.0074
Si  2.1416  5.7496  17.6339  -0.0027  -0.0013  -0.0021
Si  2.4178  3.1421  19.4901  -0.0061  0.0034  -0.0015
Si  9.8201  9.0373  12.0983  -0.0014  -0.0028  0.0016
Si  1.3331  9.4214  22.0732  0.0015  -0.0006  0.0207
Si  9.1771  0.9685  13.207  -0.0019  0.0033  0.0114
Si  1.4251  5.0548  13.0399  0.0048  -0.0004  0.0141
Si  1.797  8.2565  12.84  0.0061  -0.0026  0
Si  6.648  9.5489  22.4258  0.0017  -0.0044  0.0149
Si  4.5307  4.603  15.719  0.0008  0.0023  0.0032
Si  8.2169  3.0325  9.5991  -0.0058  -0.0092  -0.0347
Si  0.8436  8.2456  19.2636  0.0011  0.0041  0.0007
Si  6.9499  1.347  21.0929  0.0026  -0.0008  -0.0022
Si  8.2345  8.3467  9.696  -0.0011  -0.022  -0.0495
Si  10.8915  5.2062  15.6182  0.0014  0.0017  0.0024
Si  7.5737  9.5015  16.3271  -0.0002  -0.0015  0.0028
Si  9.9308  2.0541  20.299  0.0001  0.0026  -0.0026
Si  3.2298  8.5099  9.9444  -0.0143  0.0005  -0.0331
Si  6.6984  3.3424  17.4094  -0.0001  0.0024  0.0024
Si  1.1677  0.2099  19.8018  0.0019  -0.0035  -0.0045
Si  3.2348  2.8139  12.3157  0.0033  -0.0022  0.0004
Si  7.2224  5.3896  19.6823  0.0019  -0.0063  0.0007
Si  5.756  8.6775  11.5654  0.0083  -0.0052  -0.0052
Si  5.7867  6.0743  13.2125  0.0023  0.001  0.0069
Si  4.6376  9.703  17.6321  -0.0009  -0.0021  0.0006
Si  1.0212  3.5955  22.1696  0.003  0.0079  0.0214
Si  4.8987  1.4828  18.8021  0.0033  -0.0012  -0.0022
Si  3.1894  3.0891  9.5366  -0.0068  -0.0076  -0.0397
Si  6.4573  10.8277  13.8064  -0.0013  -0.0011  0.0075
Si  10.3537  0.1199  15.9799  0.0024  0.0032  0.0031
Si  5.6586  3.664  11.1634  0.0037  -0.0088  -0.0023
Si  9.8502  3.9028  11.9185  -0.0041  -0.0023  -0.0008
Si  2.3464  9.9249  15.5626  -0.0003  -0.002  0.0031
Si  6.0787  8.1149  19.8022  -0.0016  0.0049  -0.0004
Si  6.9363  3.9708  22.3703  -0.0007  0.0049  0.015
Si  9.7545  2.7782  17.3701  0.0024  0.0012  0.0048
O  7.1987  6.3799  13.9775  0.0025  0.0003  -0.0073
O  1.8859  7.0588  18.6808  0.0021  -0.0041  0.0036
O  10.2848  4.0431  16.5343  -0.0019  -0.0024  -0.001
O  6.1683  9.9593  17.0567  0.0017  -0.0015  -0.003
O  10.1537  0.7022  14.4714  0.0048  -0.0041  0.0008
O  8.4492  6.1123  18.8549  0.0019  0.0031  0.0033
O  5.1747  0.6915  14.4404  -0.0026  0.001  -0.006
O  5.7162  2.0526  17.5191  0.0011  0.001  -0.0015
O  8.3478  1.9374  20.5583  0.0053  -0.0001  0.0057
O  1.993  4.2981  18.4024  0.0016  0.0045  -0.0001
O  6.962  2.8157  10.6329  -0.0164  0.0009  0.0113
O  4.8704  2.7064  12.2165  -0.0071  -0.0032  -0.0023
O  6.0354  4.391  16.3459  0.0014  -0.0008  -0.003
O  4.566  3.9149  9.9314  0.0134  0.0049  0.0106
O  10.6886  2.7708  21.5582  -0.0089  -0.0096  -0.003
O  9.7303  6.1657  14.9695  0.0058  -0.0029  -0.0004
O  6.0107  6.4795  19.8401  -0.0001  0  0.0058
O  4.0833  0.1681  18.2846  0.0004  -0.0011  0.0033
O  9.2599  10.558  12.2758  -0.0004  0.0085  -0.0068
O  2.8569  4.3585  12.7134  -0.0055  0.0057  -0.0086
O  1.9123  10.7057  21.2116  -0.0004  0.0089  -0.0052
O  3.9956  2.7217  19.3834  0.002  -0.0022  0.0055
O  0.7317  10.0421  15.9672  -0.001  0.0002  -0.004
O  1.2791  9.8028  18.837  0.0001  -0.0011  0.0008
O  1.7123  1.6645  19.2711  0.002  0.0006  0.005
O  8.943  10.3963  16.5038  -0.0017  -0.0017  -0.0013
O  4.8769  8.5768  18.7945  -0.0026  0.0015  0.0003
O  9.5894  8.7608  10.4948  0.0149  0.0094  0.0199
O  6.752  4.0799  18.8572  -0.0008  -0.0039  0.0002
O  2.8455  1.714  13.4173  0.0011  -0.0054  0.0005
O  5.8265  8.7647  21.2671  -0.0044  -0.0106  -0.0106
O  2.5401  2.4486  10.8866  -0.0017  -0.0043  0.0248
O  7.6218  4.8463  21.1718  0.003  0.01  -0.0107
O  5.2145  7.482  12.5596  -0.001  -0.0071  -0.0034
O  0.4375  9.07  12.5113  0.0043  -0.0001  -0.0086
O  7.5849  1.066  13.5798  -0.0014  -0.002  -0.0095
O  7.1172  9.6395  14.7505  0.0029  -0.0028  0.0011
O  8.9787  5.0345  12.6984  -0.0025  0.0094  -0.0041
O  8.0988  8.0386  16.9143  -0.0015  0.0021  -0.0031
O  6.2138  2.572  21.9042  -0.0003  -0.0101  0.0018
O  2.4653  9.0701  14.1211  0.0019  0.0083  0.0036
O  0.4315  4.4956  11.8676  0.0049  0.0038  -0.0048
O  0.8169  8.3154  20.9365  -0.0033  -0.0076  -0.0104
O  9.4001  3.8379  10.3536  0.0178  0.0091  0.0185
O  9.6598  2.3869  12.5305  -0.0009  -0.0085  -0.0055
O  7.6229  8.5581  19.3965  0.0046  -0.0015  0.0052
O  2.5517  8.1779  11.3801  -0.0156  -0.0038  0.03
O  3.977  3.0633  15.3786  0.0012  0.0023  -0.004
O  0.83  4.4855  14.4433  -0.0055  -0.001  -0.0002
O  10.0482  2.9975  18.9617  -0.0002  0.0024  -0.004
O  9.1427  7.8057  12.9446  -0.0015  -0.0078  -0.0041
O  10.5143  0.5349  20.0764  0.002  -0.0017  0.0063
O  6.0267  5.0504  11.9344  0.0001  0.0148  0.0023
O  8.156  2.738  17.0113  -0.0008  0.0001  -0.0017
O  3.541  5.4833  16.7342  -0.0011  0.001  0.0003
O  4.6789  9.134  10.3912  0.0128  0.0011  0.0057
O  1.54  6.6758  13.1887  -0.0028  -0.0026  -0.0105
O  4.7606  5.4915  14.3482  -0.0034  -0.005  -0.0005
O  2.0485  3.8527  20.9217  0.009  -0.0038  -0.01
O  10.5578  1.4172  16.9492  -0.0001  0.0004  -0.0011
O  0.9562  6.0738  16.5533  0.0016  0.0003  -0.0009
O  7.3285  10.9496  21.9439  0.001  0.0109  0.0013
O  5.9342  0.9103  19.9162  -0.0098  -0.001  -0.0033
O  6.0745  10.0372  12.4136  0.0037  0.0136  0.0025
O  2.8499  0.5474  15.6166  -0.0022  -0.0031  -0.0029
O  7.0577  8.0236  10.7801  -0.0199  0.004  0.0109
O  10.2478  8.0146  18.6901  -0.0037  -0.002  0.0038
O  3.4489  9.1946  16.585  0.002  -0.0002  -0.002

Results
free energy: -141734.306 eV
free energy less fixed offsets of As -4856.12, O -568.88, Si -635.61 eV per atom: -5.096 eV

The program warned: the cutoff lies below the one the program advises for these potential files; the forces do not sum to zero within the program's tolerance; the exchange-correlation potential is rough where the density is thin.
